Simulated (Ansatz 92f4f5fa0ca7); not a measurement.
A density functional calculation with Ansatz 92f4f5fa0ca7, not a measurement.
Periodic cell of 351 atoms, Si241O110, from a study of silicon, its oxide and their interface. The atomic structure is a simulated model.
Doubt: the cutoff is far below the 930 eV that the study's wrapper takes by default for these files, so forces and energies are approximate.
This geometry differs little from another in the collection (a relaxation step or a small displacement).

Settings: functional PBE; potential files Ansatz PAW; basis plane waves; wave-function cutoff 580 eV; density cutoff ratio 5; exchange-correlation grid ratio 1; k mesh 1 x 1 x 1, Gamma-centred; self-consistency stop 5e-08 eV per atom in the density residual; occupations fixed; spin none; net charge 0.

Cell vectors (angstrom)
a 11.6015 0 0
b 0 13.3963 0
c 0 0 40.3247

Atoms: element, x, y, z (angstrom)
Si 0 2.2327 1.1851
Si 3.8672 2.2327 1.1851
Si 7.7343 2.2327 1.1851
Si 1.9336 5.5818 1.1851
Si 5.8008 5.5818 1.1851
Si 9.6679 5.5818 1.1851
Si 0 8.9308 1.1851
Si 3.8672 8.9308 1.1851
Si 7.7343 8.9308 1.1851
Si 1.9336 12.2799 1.1851
Si 5.8008 12.2799 1.1851
Si 9.6679 12.2799 1.1851
Si 1.9336 1.1164 1.9745
Si 5.8008 1.1164 1.9745
Si 9.6679 1.1164 1.9745
Si 0 4.4654 1.9745
Si 3.8672 4.4654 1.9745
Si 7.7343 4.4654 1.9745
Si 1.9336 7.8145 1.9745
Si 5.8008 7.8145 1.9745
Si 9.6679 7.8145 1.9745
Si 0 11.1635 1.9745
Si 3.8672 11.1635 1.9745
Si 7.7343 11.1635 1.9745
Si 1.9336 1.1164 4.3426
Si 5.8008 1.1164 4.3426
Si 9.6679 1.1164 4.3426
Si 0 4.4654 4.3426
Si 3.8672 4.4654 4.3426
Si 7.7343 4.4654 4.3426
Si 1.9336 7.8145 4.3426
Si 5.8008 7.8145 4.3426
Si 9.6679 7.8145 4.3426
Si 0 11.1635 4.3426
Si 3.8672 11.1635 4.3426
Si 7.7343 11.1635 4.3426
Si 0 0 35.9842
Si 3.8672 0 35.9842
Si 7.7343 0 35.9842
Si 1.9336 3.3491 35.9842
Si 5.8008 3.3491 35.9842
Si 9.6679 3.3491 35.9842
Si 0 6.6981 35.9842
Si 3.8672 6.6981 35.9842
Si 7.7343 6.6981 35.9842
Si 1.9336 10.0472 35.9842
Si 5.8008 10.0472 35.9842
Si 9.6679 10.0472 35.9842
Si 0 0 38.3523
Si 3.8672 0 38.3523
Si 7.7343 0 38.3523
Si 1.9336 3.3491 38.3523
Si 5.8008 3.3491 38.3523
Si 9.6679 3.3491 38.3523
Si 0 6.6981 38.3523
Si 3.8672 6.6981 38.3523
Si 7.7343 6.6981 38.3523
Si 1.9336 10.0472 38.3523
Si 5.8008 10.0472 38.3523
Si 9.6679 10.0472 38.3523
Si 0 2.2327 39.1417
Si 3.8672 2.2327 39.1417
Si 7.7343 2.2327 39.1417
Si 1.9336 5.5818 39.1417
Si 5.8008 5.5818 39.1417
Si 9.6679 5.5818 39.1417
Si 0 8.9308 39.1417
Si 3.8672 8.9308 39.1417
Si 7.7343 8.9308 39.1417
Si 1.9336 12.2799 39.1417
Si 5.8008 12.2799 39.1417
Si 9.6679 12.2799 39.1417
Si -4.9803 5.4243 27.1681
Si 8.9849 -5.5823 20.1268
Si 6.1296 -6.2989 20.036
Si -1.6368 0.7505 19.7598
Si 4.0661 2.6559 29.4358
Si 9.7441 -1.1493 28.7923
Si -5.6245 4.0823 29.0492
Si 9.1187 12.8292 22.2797
Si 5.942 6.0437 30.2879
Si 3.9044 8.7215 31.8178
Si 9.6542 5.5463 32.3418
Si 11.6902 7.2424 29.7812
Si 0.9329 0.0118 29.466
Si 0.1289 2.4409 29.6423
Si 5.0183 0.2716 20.2823
Si 2.0073 3.7562 28.9898
Si 6.8628 9.0516 28.5017
Si 11.6328 8.6774 31.8707
Si 5.1637 4.3754 25.6953
Si 4.7786 10.2513 15.3888
Si 8.0637 10.0415 22.2299
Si 2.0724 5.9484 29.9119
Si 3.9296 15.5948 31.8609
Si 10.0082 10.8486 24.3073
Si 0.0061 2.2842 32.0165
Si 5.7653 -1.6011 29.7231
Si 7.7582 2.1954 31.9426
Si 1.9791 5.5483 32.2024
Si 5.8086 5.5613 32.493
Si 9.7176 3.8039 28.8823
Si -1.8718 5.9339 30.0847
Si 2.2228 4.3072 26.7491
Si 7.7743 8.6831 32.1286
Si 1.7617 12.402 31.7288
Si 5.7641 12.1518 32.0228
Si 9.5467 12.1548 31.9874
Si 1.9537 1.1308 32.7549
Si 5.8205 1.0445 32.7253
Si 9.6856 1.0528 32.7454
Si 0.0188 4.4417 32.9175
Si 3.8682 4.3509 32.8922
Si 7.7421 4.3529 32.959
Si 1.9853 7.7823 32.8705
Si 5.7776 7.8256 33.0136
Si 9.7371 7.7767 33
Si -0.0322 11.0539 32.5895
Si 3.7235 11.0838 32.5432
Si 7.676 10.9959 32.8154
Si 1.9446 1.1228 35.1577
Si 5.8026 1.1104 35.1402
Si 9.6683 1.1084 35.1519
Si 0.0064 4.4608 35.2496
Si 3.8625 4.4408 35.2324
Si 7.7401 4.4429 35.2729
Si 1.941 7.8305 35.2209
Si 5.7901 7.8386 35.3108
Si 9.684 7.8254 35.2995
Si 0.0006 11.1356 35.0802
Si 3.8305 11.1398 35.0599
Si 7.7296 11.1335 35.1875
Si -0.011 0.0071 5.1282
Si 3.8581 -0.0011 5.1206
Si 7.7369 0.0065 5.1172
Si 1.9126 3.3537 5.101
Si 5.8092 3.3703 5.1137
Si 9.6663 3.3354 5.1023
Si -0.0014 6.7225 5.073
Si 3.8919 6.7165 5.1983
Si 7.7605 6.6857 5.1815
Si 1.9449 10.0469 5.1785
Si 5.7857 10.027 5.1774
Si 9.6749 10.0769 5.0469
Si -0.0373 0.0454 7.4956
Si 3.8247 0.0538 7.4767
Si 7.7056 0.0656 7.4728
Si 1.8511 3.4368 7.4443
Si 5.8122 3.4721 7.4674
Si 9.6886 3.3177 7.4535
Si 0.0713 6.8394 7.3957
Si 4.0266 6.801 7.6278
Si 7.9331 6.6836 7.5866
Si 1.9879 10.0899 7.5915
Si 5.7702 10.0189 7.588
Si 9.6831 10.2075 7.3602
Si -0.0197 2.2381 8.3647
Si 3.8294 2.3601 8.0668
Si 7.6929 2.3019 8.2558
Si -2.1954 5.9623 11.9288
Si 11.3848 2.5021 10.784
Si 11.0435 9.3107 10.5459
Si -0.0441 9.0964 8.2317
Si 3.8392 8.9745 8.6578
Si 7.8524 8.9913 8.1386
Si 1.8739 12.3491 8.2924
Si 5.6743 12.312 10.5011
Si 7.6082 15.685 10.6123
Si -4.0165 7.5832 11.547
Si -1.4218 -3.9084 17.806
Si 2.423 -1.437 16.2321
Si 1.9978 5.7194 8.1075
Si 5.9853 5.6492 8.4408
Si 13.1465 1.2182 17.579
Si 4.6444 7.709 13.8268
Si 6.0647 5.7112 10.8736
Si 4.2572 5.7204 18.0768
Si 3.6431 11.5639 11.505
Si 2.5405 9.4481 21.4315
Si 9.4458 14.7081 11.6783
Si 7.6371 -2.1571 11.3829
Si 8.4154 1.9427 13.8358
Si 9.6144 -1.0038 8.3458
Si 3.3662 9.0998 11.2889
Si 5.7763 -1.0952 8.1874
Si 11.3644 -1.8998 11.5745
Si 5.5436 14.6085 11.1998
Si 3.7728 4.8058 11.1366
Si 9.4867 12.557 10.7705
Si 0.8682 4.6089 14.8177
Si 3.7749 15.9176 10.3443
Si 13.3107 12.5865 10.6425
O -10.5206 -6.443 24.0185
O -3.036 9.0917 21.026
O 13.1033 4.8489 16.2927
O 14.0008 26.9406 16.6511
O 4.4152 -3.34 26.0043
O -12.9964 -1.0665 15.8195
O 15.7107 -4.1258 21.7546
O 9.0116 23.2023 23.5456
O 7.0782 8.5452 12.8653
O 31.0749 3.4634 13.4361
O -22.0529 11.7005 15.2492
O -7.2834 -12.0659 14.3908
O -4.8287 -12.6143 26.7761
O 14.9296 0.6154 23.104
O 15.8597 -14.7059 29.1093
O 11.8906 4.2636 18.5484
O 2.0687 -0.0597 28.2839
O -1.6906 32.4366 22.9808
O -13.7576 1.8858 15.1409
O -7.7842 -15.2411 15.5051
O -1.2282 17.745 20.7232
O 11.9529 21.4363 26.3623
O 15.5476 12.6812 26.5416
O 13 -7.72 26.3461
Si -4.9279 0.4952 17.6771
Si 7.524 0.6785 28.235
Si 8.0945 2.2257 23.2562
Si 15.2738 13.2114 28.0777
Si 3.495 4.9604 13.4074
Si -2.5152 5.1654 26.9451
Si -0.4253 -6.4527 13.1916
Si 19.3517 -10.7507 29.5693
Si -3.6529 -10.6277 19.0487
Si 11.0847 1.8198 15.284
Si -7.6811 0.7346 12.9159
Si 4.0569 -6.0972 29.6472
Si 15.3766 -1.945 25.4597
Si 9.3672 -1.0443 17.2421
Si 6.7481 20.2957 15.1979
Si 5.6923 -11.7155 15.242
Si 1.3004 -2.1926 23.7468
Si 36.7788 -11.9354 11.4488
Si 13.0504 -19.6644 25.5897
Si 13.2243 5.8179 10.385
Si 10.9534 18.2988 10.4181
Si 17.946 1.555 25.4152
Si 1.1168 7.842 11.5157
Si 9.9501 32.2905 8.2818
Si -4.2761 -3.2923 13.4547
Si 16.341 -0.1963 23.2447
Si -2.3192 10.4464 27.3845
Si 9.3832 -4.8019 14.9367
Si 1.696 -6.6678 22.5278
Si 8.5544 9.2934 10.3315
Si 5.3592 -5.0852 17.547
Si 5.5709 4.1016 15.6105
Si -0.2055 -1.0187 14.6599
Si 1.7374 14.0159 22.7192
Si -13.0994 4.3648 23.9828
Si 3.9382 18.1533 22.9085
Si -6.2241 7.5146 27.5577
Si 10.9349 -5.623 27.6202
Si 7.8465 7.4998 30.02
Si 1.9153 0.1249 19.6672
Si 24.6099 -2.7365 18.8336
Si -10.1864 16.6176 24.1591
Si 10.6698 16.9624 19.3413
Si 16.9473 8.6007 22.5562
Si 1.7233 4.2198 17.7735
Si 22.3063 19.0995 21.5499
Si -3.8276 17.6295 11.931
Si -18.8003 -4.9516 25.6286
Si 5.9169 16.5618 21.1591
O 15.692 7.2469 17.4609
O 0.0982 -25.2474 16.7898
O 2.8688 7.8934 25.6497
O -1.504 -0.1326 18.3964
O -5.7899 -4.9594 19.1193
O -26.9527 12.9263 17.0925
O 26.713 19.9175 13.9414
O 6.7411 32.0473 15.3496
O 10.5567 -5.0789 13.8423
O 22.97 -0.9772 28.8677
O -3.3486 14.1365 22.6465
O 28.5134 -0.474 21.7268
O 10.2477 7.0463 20.7849
O 20.7026 13.5946 28.0792
O 21.8049 9.2021 27.8804
O 7.1817 2.0637 17.805
O 19.9376 20.7152 14.9265
O 12.5762 -0.6692 23.321
O 16.5972 -5.2025 24.1045
O -9.5768 17.723 13.7168
O -7.0839 -14.9955 24.0417
O -13.3626 20.0279 27.1114
O 54.1378 6.7804 19.9455
O 6.8606 -10.4737 22.4579
O -13.7405 -5.0512 18.6843
O 11.616 0.5863 14.3299
O 1.5452 14.1938 21.1124
O 6.0888 -13.4956 19.0912
O 20.9928 18.0363 25.4147
O 39.5654 4.2196 21.6102
O -18.2122 18.3023 24.148
O 16.7078 1.8687 20.5994
O 5.2725 16.1312 25.7247
O 23.1501 -3.0202 24.0882
O 10.2158 -17.9273 16.306
O -13.9739 12.0966 30.343
O -2.3401 -2.5637 17.8018
O 21.7745 13.2222 21.0838
O -3.8666 9.8939 27.3756
O -3.43 11.6041 21.754
O 15.902 28.0859 28.4517
O 6.793 12.7936 28.9438
O 16.8598 5.8775 19.3714
O -0.4719 -1.8022 13.2518
O -16.667 9.7019 22.6193
O -17.4551 -12.7632 24.2133
O -3.8767 -11.2043 24.8403
O -0.5596 1.9906 19.6532
O 11.6565 9.853 18.4078
O 18.1428 -5.7963 16.6743
O 23.1501 -10.1198 14.7522
O 13.6243 37.3993 22.4295
O 35.8938 12.0946 19.5595
O 4.4605 21.64 12.2308
O 17.6682 10.5761 14.4202
O -17.666 14.0511 16.5273
O 32.8534 10.9367 25.8781
O 20.1094 1.4891 19.9266
O -6.9938 4.1718 14.2879
O 3.7859 -0.9375 12.9471
O 0.7223 19.1036 21.7281
O 38.8355 8.9622 14.71
O 9.2439 3.6151 18.5093
O 17.4066 20.7194 21.6268
O 11.7012 4.161 24.1466
O 0.0494 -7.4445 14.419
O -22.2143 15.2292 23.4764
O 30.1249 3.6561 19.9523
O 21.442 -1.0609 23.6499
O 25.5276 -16.9935 19.8615
O 26.4397 19.5835 22.5525
O -8.7994 -8.2427 18.5632
O 5.1347 -3.5951 16.9328
O -6.7769 -8.7781 16.9991
O 37.4983 -9.6096 23.3218
O 13.2793 -5.2825 21.7078
O 15.3871 -8.6588 26.5123
O 7.0356 14.6005 14.3762
O 25.4065 -15.6093 25.1062
O -21.3689 -10.3264 25.7335
O 3.5477 -0.1407 19.7059
O 13.8897 -2.4404 17.5054
O -3.0023 23.3624 14.4921
O -2.1227 -23.7277 23.2163
O 48.6994 2.6844 17.6668
O -17.077 -3.1835 29.443

Results
free energy: -215752.336 eV
free energy less fixed offsets of O -568.88, Si -635.61 eV per atom: 6.474 eV

Forces (eV/angstrom), in the order of the atoms: element, x, y, z
Si -0.0002 -0.0519 -0.0078
Si 0 -0.0692 0.0413
Si 0.0143 -0.0218 0.0008
Si -0.0052 -0.0347 -0.0007
Si 0.0154 -0.0129 0.0103
Si 0.008 -0.0258 -0.0375
Si -0.0126 0.0165 0.041
Si -0.0328 0.0085 0.0094
Si 0.0004 0.0084 -0.0044
Si -0.0124 0.0187 -0.0229
Si 0.0051 0.0209 -0.0093
Si 0.0074 0.0655 0.0459
Si -0.0281 0.0008 0.0146
Si -0.017 0.023 0.0068
Si -0.0008 -0.023 0.026
Si -0.0516 0.0463 -0.0114
Si -0.0295 0.1051 -0.0244
Si 0.0374 0.0417 -0.0092
Si 0.1276 0.022 -0.0119
Si 0.0648 -0.0314 -0.0335
Si -0.0558 0.0113 -0.0215
Si 0.1388 0.023 -0.0136
Si 0.0152 -0.0234 -0.024
Si -0.13 0.0017 -0.0226
Si -0.1164 -0.0126 -0.0843
Si -0.0357 0.082 0.0713
Si -0.0054 -0.054 -0.2828
Si -0.1573 0.0637 -0.2311
Si -0.0252 0.2182 0.2237
Si 0.1354 0.1184 -0.1367
Si 0.294 0.1341 0.1318
Si 0.1909 -0.0674 0.2192
Si -0.1694 0.0582 -0.1802
Si 0.354 0.148 -0.0904
Si 0.0036 -0.1019 0.0802
Si -0.3135 0.045 -0.0004
Si 0.0507 -0.1999 -0.6343
Si 0.0167 -0.2166 -0.5978
Si -0.0216 -0.0946 -0.3695
Si 0.0075 -0.1857 0.3452
Si -0.0552 -0.296 0.2192
Si 0.1445 -0.2698 0.2825
Si 0.2607 -0.0277 0.3323
Si -0.1564 -0.1379 0.1892
Si 0.0103 -0.0683 0.1973
Si -0.0946 0.1918 -0.2067
Si -0.3412 0.4174 0.0839
Si 0.1879 0.2672 0.0744
Si 0.0143 -0.0616 0.0399
Si 0.0264 -0.0962 0.0215
Si -0.0102 -0.0032 0.0246
Si -0.0082 -0.0826 -0.004
Si -0.0216 -0.1118 -0.0003
Si 0.0559 -0.1132 -0.0008
Si 0.0939 -0.0331 0.0005
Si -0.0643 -0.0807 0.013
Si 0.0073 -0.045 0.0155
Si -0.0298 0.092 0.0156
Si -0.1266 0.1795 0.0106
Si 0.0643 0.1329 0.0014
Si 0 0.0732 0.0192
Si -0.0064 0.0824 -0.0142
Si -0.0068 0.039 0.0006
Si -0.0078 0.0282 0.0554
Si -0.0079 0.0162 -0.0074
Si 0.0022 0.0265 -0.0027
Si 0.0067 -0.0174 -0.0122
Si 0.0436 -0.0017 -0.0408
Si -0.0041 -0.0066 -0.083
Si 0.023 -0.0241 -0.0104
Si -0.0164 -0.0379 0.033
Si -0.0074 -0.0708 -0.0035
Si 0.0073 0.0031 0.0109
Si 0.0037 0.0045 0.0038
Si 0.0003 0.001 0.0023
Si -0.0053 -0.0006 0.0026
Si 0.0023 -0.0062 0.0009
Si 0.0037 -0.0052 -0.0009
Si 0.0002 -0.0013 0.0009
Si -0.0013 -0.0014 0.0028
Si -0.0019 0.0052 -0.0087
Si -0.0003 -0.0054 0.0006
Si 0.0004 -0.002 0.012
Si -0.0046 0.0004 0.0131
Si -0.0021 0.0038 0.0118
Si -0.0033 0.0014 0.0033
Si -0.0001 0.0008 -0.0005
Si -0.0004 0.0074 0.0055
Si -0.0016 0.0001 0.0035
Si 0.0004 -0.002 -0.0012
Si 0.0022 0.0013 0.0042
Si 0.0139 -0.0091 -0.0124
Si 0.0015 -0.0023 -0.0041
Si -0.0011 -0.0123 -0.0039
Si -0.0013 0.0018 -0.0024
Si 0.0007 0.0039 -0.0002
Si 0.0011 -0.0017 0.0009
Si 0.0063 0.0021 0.0038
Si -0.0001 0.0015 0.0021
Si -0.0027 0.003 0.003
Si -0.0024 -0.0003 0.0049
Si 0.0048 0.0028 0.0081
Si 0.0021 -0.0039 -0.0141
Si -0.0052 -0.0017 0.0081
Si -0.0031 0.0019 0.0018
Si 0.001 0.0018 0.0009
Si -0.0011 -0.0016 0.007
Si 0.0012 0.0012 0.0002
Si -0.0004 0.0036 0.0031
Si -0.0001 0.0027 0.0036
Si -0.0028 0.0005 0.0042
Si 0.0012 -0.0007 0.0046
Si 0.0019 -0.0028 0.0034
Si -0.0002 -0.0041 0.0033
Si 0.0004 0.0004 0.0013
Si -0.0021 0.0021 0.003
Si 0 -0.0001 0.0013
Si -0.0007 -0.0008 0.0042
Si -0.0025 0.0001 0.0038
Si 0.0003 -0.0028 0.0053
Si -0.0004 0.0007 0.0017
Si 0.0005 -0.0011 0.0026
Si -0.0005 -0.0014 0.0026
Si -0.0003 0.0009 0.0014
Si -0.0012 -0.0001 0.0016
Si 0.0014 -0.0021 0.0013
Si -0.0017 -0.0005 0.0021
Si -0.0001 0.0013 0.0026
Si 0.0017 -0.0011 0.0033
Si -0.0006 -0.0015 0.0023
Si 0.0003 -0.0003 0.0011
Si 0 -0.0006 0.0032
Si -0.0029 -0.0024 -0.0013
Si -0.0011 -0.0011 -0.0019
Si 0.0019 -0.0035 -0.0006
Si 0 0.0023 -0.0008
Si -0.0007 0.0034 -0.0005
Si 0.0005 -0.003 0.0026
Si 0.0019 -0.0018 -0.0042
Si 0.0022 -0.0018 0
Si 0.0012 -0.0054 -0.0036
Si -0.0016 0.0012 0.001
Si 0.0008 0.0003 0.0016
Si 0.0036 0.0047 -0.0034
Si -0.0029 0.0041 -0.0011
Si -0.0025 -0.0007 -0.0013
Si -0.0042 0.0053 0.0011
Si -0.004 0.0012 -0.0012
Si 0.003 -0.0045 -0.0021
Si -0.0053 0.0029 -0.0047
Si -0.0073 0.0038 0.0029
Si -0.0018 0.0014 0.0007
Si -0.0045 0.0056 0.0061
Si -0.0016 -0.0057 -0.0002
Si -0.0009 -0.0047 -0.0034
Si -0.0018 0.0001 -0.0048
Si -0.0003 0.0005 0.0031
Si 0.0034 0.0068 -0.0021
Si 0.0013 -0.0048 0.0072
Si -0.0291 -0.0256 0.0247
Si 0.0002 -0.0135 -0.0054
Si 0.002 -0.011 0.0122
Si 0.0061 0.0018 -0.0068
Si -0.0002 0.0067 -0.0063
Si -0.0003 0.0094 0.0015
Si 0.0001 -0.0004 -0.0025
Si -0.0035 0.0058 0.0136
Si 0.0043 0.0104 -0.0055
Si 0.0465 0.0387 -0.0652
Si -0.0037 0.0021 -0.0009
Si -0.0072 -0.0004 0.0025
Si 0.0103 -0.0066 -0.0013
Si -0.0091 -0.0015 0.0013
Si -0.0051 0.0017 -0.0027
Si 0.0143 0.039 -0.021
Si -0.0046 -0.008 0.0109
Si 0.0026 -0.0035 -0.0005
Si -0.001 -0.0004 0.0064
Si -0.002 -0.0005 0.0005
Si -0.0068 0.016 0.0118
Si -0.0017 -0.0078 -0.0106
Si -0.0056 0.0003 -0.0097
Si -0.0029 -0.0037 -0.003
Si 0.0065 -0.0085 0.0123
Si 0.0029 0 -0.0051
Si 0.0001 0.0009 0.0022
Si 0.001 0.0032 -0.0055
Si 0.0042 0.0027 -0.018
Si -0.0018 -0.0031 -0.0026
Si 0.0097 0.0199 0.0042
Si 0.0072 -0.0095 0.0059
Si 0.0037 0.008 0.0062
O -0.0018 -0.0003 0.0031
O -0.0004 -0.0014 0.0098
O -0.0163 -0.0125 -0.0362
O -0.0026 0.0023 0.001
O 0.0012 0.0039 0.0017
O 0.0024 -0.0002 -0.0011
O 0.0021 -0.0005 0.0043
O -0.0076 0.0019 -0.0043
O -0.0142 0.0201 0.0322
O 0.0027 0.0069 0.0006
O -0.0027 -0.0001 0.0015
O -0.0029 0.0016 0.0037
O -0.0016 0.0014 0.0005
O 0.0009 0.0008 0.0033
O -0.0046 0.0009 -0.0017
O 0.0107 -0.0011 -0.006
O 0.0003 -0.0013 -0.0044
O -0.0009 -0.0008 0.003
O 0.0037 0.0032 0.0046
O 0.0042 -0.0031 -0.0024
O 0.0006 -0.0033 -0.0039
O -0.0026 0.0018 0.0037
O 0.0004 0 0.0031
O -0.0033 -0.002 0.003
Si 0.0013 -0.0026 -0.0005
Si -0.0035 0.0016 0.0087
Si -0.0029 -0.0036 -0.001
Si 0.0001 0.0013 0.0023
Si 0.0206 -0.0345 0.0249
Si -0.0062 0.0029 -0.0038
Si -0.0055 0.011 -0.0132
Si -0.0037 0.0049 -0.0011
Si -0.0025 -0.0033 0.0024
Si -0.0036 -0.0048 0.0008
Si -0.0017 0.0054 0.0003
Si 0.0048 0.0047 0.0101
Si -0.0021 0.0004 -0.001
Si -0.0074 0.0013 -0.0014
Si 0.0045 -0.0105 -0.0077
Si 0.0123 -0.0062 -0.0024
Si -0.0038 -0.0004 -0.0003
Si -0.0109 0.0018 -0.0033
Si -0.0022 0.0017 -0.0022
Si -0.009 0.006 0.0069
Si -0.0052 0.0243 0.0038
Si 0.0007 0.0033 -0.0039
Si -0.0015 -0.0006 -0.0122
Si 0.0184 -0.0205 -0.0131
Si -0.0039 -0.0042 0.0434
Si -0.0024 -0.0024 0.0001
Si -0.0045 -0.0017 0.0089
Si 0.0103 0.0056 0.0001
Si -0.0022 0.0003 -0.0013
Si -0.0264 -0.0191 0.0142
Si -0.0055 0.0118 0.0091
Si -0.0094 0.006 -0.0039
Si -0.0019 0.001 0.0038
Si -0.0004 -0.0022 0.0002
Si -0.0005 0.0002 0.0007
Si -0.0025 -0.0005 -0.0019
Si 0.0068 -0.0034 -0.0049
Si 0.0047 -0.0036 -0.0021
Si -0.0035 0.0016 0.0008
Si 0.006 -0.0007 0.0056
Si -0.0026 -0.0003 0.0018
Si -0.0006 0.001 0.0015
Si -0.0047 0.0049 0.0017
Si -0.003 0.003 0.0035
Si -0.0151 -0.0013 -0.0077
Si 0.0015 0.0012 -0.0012
Si 0.0135 -0.0452 0.0043
Si 0.0079 0.0003 0.004
Si -0.0003 -0.002 0.0007
O -0.0055 -0.0022 0.0007
O 0.0015 0.0003 -0.0005
O -0.0052 -0.0036 0.0024
O 0.0019 -0.0012 0.0002
O -0.0036 -0.0012 0.0005
O 0.0028 -0.0014 0.0037
O 0.0049 0.008 0.0002
O -0.0115 0.0075 0.0041
O -0.0036 -0.0093 0.004
O -0.0033 -0.0019 0.0002
O -0.002 0.0062 0.0049
O -0.0008 0.0002 0.0022
O -0.0081 0.0046 -0.0035
O 0.0014 -0.0007 -0.0026
O -0.0076 0.0105 0.0019
O -0.0001 0.0058 0.0024
O -0.0032 -0.006 0.0059
O -0.0015 0.0019 0.0024
O -0.0008 0.0019 -0.0022
O -0.0227 0.0238 0.044
O -0.0005 0.0009 0.0031
O -0.0047 -0.0039 -0.0012
O -0.0024 0.0004 0.0023
O 0.0001 -0.0013 0.0048
O -0.0018 0.0009 0.0056
O -0.0002 0.0021 -0.0009
O -0.0023 -0.0019 -0.0035
O -0.0004 -0.0006 0.0016
O -0.0032 0.0009 0.007
O -0.0015 0.0011 0.0035
O -0.0009 -0.0008 0.0036
O -0.0022 0.0013 0.0032
O -0.0016 -0.0042 0
O -0.0006 -0.0003 0.0022
O -0.0028 -0.0004 0.0056
O -0.0031 -0.0001 0.0022
O -0.0003 -0.0033 0.0024
O 0.0001 0.0021 -0.0005
O -0.0004 -0.004 -0.0013
O -0.0007 -0.0078 0.0042
O 0.0013 0.0103 0.0066
O -0.0017 -0.0024 0.0025
O -0.003 0.0016 0.001
O 0.0006 0.0001 0.0006
O 0.0039 -0.0007 -0.0006
O -0.0011 0.0008 0.0045
O -0.0014 -0.0009 0
O -0.001 0.0012 0.0028
O -0.002 -0.0021 0.0027
O 0.0001 -0.0059 -0.0045
O 0.0147 0.0147 0.0089
O -0.0012 0.0011 0.0029
O -0.0019 0.0004 0.0033
O -0.0018 -0.0109 0.0324
O -0.0166 -0.0193 0.0111
O -0.0059 0.0026 0.0003
O 0.0014 0.0021 -0.004
O -0.0018 0.0014 0.0018
O -0.0459 0.0212 -0.0052
O -0.0016 -0.0139 -0.0106
O -0.0019 0.0005 0.0026
O 0.007 0.0169 0.0098
O 0.0029 0.0009 0.0042
O -0.0009 -0.0001 0.0005
O -0.0022 0.0013 0.0028
O 0.0323 -0.0498 0.0201
O -0.0031 0.0014 0.0029
O 0.0013 -0.0006 0.0008
O -0.0026 0.0002 0.0009
O -0.0022 -0.0001 0.0008
O 0 -0.0003 0.0025
O -0.0027 -0.0011 -0.0015
O -0.0054 -0.0039 -0.0172
O 0.0092 -0.0008 -0.0102
O -0.0018 -0.0001 0.0026
O -0.0015 -0.0011 0.0032
O 0.0044 0.0001 -0.0014
O -0.0044 0.0024 0.0056
O -0.0009 -0.0011 0.0041
O -0.0013 -0.0007 0.0003
O -0.0087 0.0008 0.0013
O 0.002 -0.002 -0.0006
O -0.0394 -0.0038 -0.0256
O -0.0016 -0.001 0.002
O -0.0025 0.0046 0.0033
O 0 -0.0038 0.0024

The program warned: the cutoff lies below the one the program advises for these potential files; the exchange-correlation potential is rough where the density is thin.
